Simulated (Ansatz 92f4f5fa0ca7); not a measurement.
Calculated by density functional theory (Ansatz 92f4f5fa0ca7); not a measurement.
Periodic cell of 252 atoms, Si132O88H32, with a vacuum gap, from a study of silicon, its oxide and their interface. The atomic structure is a simulated model.

Settings
functional: r2SCAN
potential files: Ansatz PAW
basis: plane waves
wave-function cutoff: 800 eV
density cutoff ratio: 5
exchange-correlation grid ratio: 1
k mesh: 1 x 1 x 1, Gamma-centred
self-consistency stop: 1e-11 eV per atom in the density residual
occupations: fixed
spin: none
net charge: 0
applied field: sawtooth along c, amplitude +0.015 V/angstrom in the program's sign convention, ramp centred at 0.9888 of c and 0.0224 of c wide, no dipole correction

Cell vectors (angstrom)
a 10.88 0 0
b 0 10.88 0
c 0 0 44.6132

Atoms: element, x, y, z (angstrom)
Si 0.1387 -0.1328 30.5111
Si 2.7215 2.5796 31.127
Si 0.9198 4.8684 30.123
Si 2.4876 8.6471 30.9216
Si 4.9447 0.4641 30.8127
Si 9.4902 4.7429 30.3372
Si 5.2987 5.2036 30.8107
Si 8.152 7.6701 30.8715
Si 1.1312 1.3086 32.2052
Si 4.063 4.0124 32.3925
Si 1.5592 6.9303 32.3489
Si 4.0154 9.779 32.3172
Si 7.1613 1.8149 32.444
Si 8.8968 3.6667 32.3762
Si 6.5603 6.698 32.2349
Si 9.4839 9.4219 31.9168
Si -0.1375 2.7527 33.5563
Si 2.5541 0.0735 33.679
Si -0.047 8.1947 33.5097
Si 2.8384 5.5321 33.7194
Si 5.4661 2.7578 33.78
Si 8.2468 -0.0194 33.4669
Si 5.371 8.249 33.5532
Si 7.9596 5.3963 33.6582
Si 1.3179 4.1288 34.8871
Si 4.0218 1.3696 35.0019
Si 1.2985 9.4931 34.9826
Si 4.1489 6.8855 35.0554
Si 6.7487 4.1143 35.1616
Si 9.542 1.3087 34.963
Si 6.8184 9.5625 34.8642
Si 9.4666 6.7921 34.8634
Si 0.0038 -0.0073 36.3517
Si 2.6805 2.7812 36.3012
Si -0.0387 5.4528 36.2754
Si 2.6959 8.1733 36.3561
Si 5.4373 -0.0128 36.2939
Si 8.1724 2.6719 36.3498
Si 5.4396 5.5092 36.447
Si 8.1512 8.1713 36.2523
Si 1.3757 1.3729 37.6685
Si 4.0599 4.0973 37.6921
Si 1.3463 6.7728 37.6748
Si 4.0993 9.5204 37.6928
Si 6.8009 1.3264 37.6928
Si 9.5408 4.0601 37.6808
Si 6.855 6.8375 37.7128
Si 9.5199 9.4944 37.6513
Si 0.0384 2.7142 6.9415
Si 2.7474 0.033 6.9219
Si 0.0042 8.1494 6.9153
Si 2.7345 5.4375 6.9412
Si 5.4401 2.7147 6.9142
Si 8.2005 -0.0337 6.9217
Si 5.4809 8.17 6.9481
Si 8.1813 5.4262 6.9361
Si 1.4428 4.038 8.2928
Si 4.1107 1.3641 8.3024
Si 1.3947 9.5187 8.2521
Si 4.1265 6.7869 8.286
Si 6.8065 4.0541 8.2857
Si 9.571 1.3221 8.2884
Si 6.8703 9.5013 8.2952
Si 9.5526 6.7733 8.2811
Si 0.0887 -0.0153 9.6749
Si 2.7965 2.7129 9.7254
Si 0.0828 5.4152 9.5677
Si 2.7834 8.1835 9.6026
Si 5.5083 -0.007 9.5975
Si 8.1737 2.664 9.6163
Si 5.4554 5.4079 9.6741
Si 8.213 8.1267 9.6716
Si 1.5254 1.2709 11.0888
Si 4.1067 4.1033 11.1312
Si 1.3989 6.8192 10.9046
Si 4.2354 9.4754 10.9491
Si 6.7868 1.3387 11.0173
Si 9.667 3.9706 10.856
Si 6.8793 6.7133 11.0151
Si 9.5853 9.5095 11.0172
Si -0.0233 2.5178 12.3105
Si 3.0117 -0.063 12.4146
Si 0.1055 8.163 12.3327
Si 2.6467 5.5202 12.3964
Si 5.621 2.8486 12.4568
Si 8.1291 -0.0899 12.3324
Si 5.4937 8.0508 12.3539
Si 8.413 5.3718 12.2052
Si 0.8676 4.952 13.8831
Si 4.405 0.7159 14.2498
Si 1.7691 9.2858 13.5635
Si 3.8454 7.0145 13.6712
Si 7.3871 3.8661 13.6175
Si 9.3247 1.4026 13.6359
Si 6.7182 9.4995 13.6927
Si 9.9499 6.4674 13.5468
Si -4.4917 9.5031 28.8627
Si -1.4747 -2.6827 18.783
Si 5.7395 5.5384 15.7401
Si 8.7514 8.2619 15.6706
Si 5.0776 -2.8103 21.4789
Si -1.9026 -0.54 23.5651
Si -0.3481 10.8229 15.1356
Si 8.5275 -0.3284 20.5269
Si 4.1377 4.0068 17.8396
Si 5.2393 15.587 24.7305
Si 0.844 1.3402 17.5212
Si 3.7663 -4.6077 19.4772
Si 1.8784 2.3003 22.4533
Si -4.9573 7.3051 17.986
Si 4.5505 8.3887 24.5934
Si 1.222 -6.4871 16.9273
Si 7.3654 6.5912 20.4092
Si -7.0312 0.9398 17.4291
Si -12.2872 8.8367 25.9587
Si 0.0563 -6.443 21.5763
Si -1.1662 -6.5178 23.5359
Si 0.6552 6.2568 19.2513
Si 5.7218 -0.8976 19.3136
Si 10.633 1.7939 20.4152
Si -3.5909 1.1061 27.4103
Si 2.7876 6.4021 25.8438
Si 0.0355 1.749 24.7103
Si 6.8635 4.4073 22.4574
Si 4.8965 2.3487 22.9912
Si 6.0775 0.1287 24.7034
Si 7.6341 5.0481 26.8703
Si -0.6498 11.4864 27.4108
Si 10.4527 6.0017 25.7766
Si 7.2656 3.7475 28.7185
Si 6.6091 7.8389 26.5875
Si 13.9759 6.573 28.9174
O -0.1919 0.5418 29.0037
O 1.3428 -1.2218 30.3135
O 9.2737 5.0925 26.535
O -0.6406 7.4882 26.3391
O 1.2326 5.8427 25.8456
O -3.5829 8.4937 29.7357
O -5.1569 19.5327 27.6631
O -3.5129 10.6293 28.2682
O 5.2032 -0.5833 29.6006
O 3.7882 1.5467 30.3812
O 1.8622 3.5297 30.0809
O 8.7897 3.7046 29.2861
O 6.3687 4.3222 29.9498
O 11.7749 5.6167 31.5777
O 8.9647 6.3398 30.2526
O 7.2008 17.4227 27.3106
O -1.1204 -1.4587 15.218
O -7.4082 -8.7448 22.2495
O 4.0175 0.8333 15.8217
O -2.5296 2.6492 14.2139
O 0.6517 14.2471 13.5622
O -3.9037 10.7142 20.0526
O 4.4958 6.1171 14.8805
O 7.3527 8.7373 14.9932
O 6.838 4.796 14.8415
O 5.3247 4.466 16.8628
O 11.8317 5.0873 15.5018
O 4.8135 2.2086 13.7594
O 5.6822 10.6063 14.2878
O 8.773 8.1222 17.2867
O 9.2697 6.8837 14.9994
O 8.7406 -3.6838 19.8695
O 2.7946 -2.7114 14.2546
O -9.9839 2.8177 16.8749
O 4.329 -3.7303 18.2174
O 11.8324 1.4051 21.4494
O 12.0178 10.3582 14.6427
O -1.0096 0.7839 23.8985
O 17.2308 -2.065 18.361
O 4.7692 3.2019 24.3555
O 8.8023 -0.9475 22.0082
O 2.7953 4.5531 17.1569
O 1.4747 1.8095 23.9514
O 6.5383 6.2738 19.0673
O -15.903 16.2177 23.3469
O -1.6872 1.1284 20.66
O 4.6452 -2.5206 22.9877
O 10.6939 0.4926 16.633
O 7.4827 10.4734 24.1427
O -8.6715 -4.3787 19.4167
O 4.8109 10.8746 18.3255
O -1.5874 -12.0737 19.3901
O 11.0326 -5.0662 20.7344
O -0.5702 3.249 24.5774
O -4.5113 6.8205 16.5203
O 4.1779 2.4192 17.9782
O 8.1403 3.9887 23.3659
O 4.1884 4.7104 19.3
O 4.8076 9.3452 20.5024
O -1.1667 -1.7279 24.3891
O 6.6585 7.7037 21.3588
O 0.0447 -3.2145 18.7454
O 0.3923 -5.76 18.114
O -0.5106 3.3742 20.4929
O -7.7942 7.8196 25.0525
O 5.9914 13.9779 22.0332
O 11.1834 1.31 26.268
O 0.2208 -9.5067 18.9701
O -0.8712 -5.0634 24.2264
O 5.4505 0.9233 23.457
O 4.2696 6.7902 20.918
O 12.3873 14.7417 22.1216
O 8.8537 1.4445 27.1645
O -3.0013 -2.1525 26.1678
O 6.4102 11.8436 26.0581
O 3.8358 5.3484 25.2001
O 13.1649 0.628 17.666
O 4.2571 -5.1336 29.6751
O 4.9609 -0.9974 25.0726
O 3.1512 8.0489 29.5579
O 1.6214 5.915 29.0991
O -11.7075 -0.9275 26.9553
O 5.6973 -3.4235 25.3024
O 6.3548 1.2506 31.0989
O 6.667 2.2996 28.3021
O 7.4928 -5.6739 21.2089
O 6.5088 15.509 25.7486
O 3.332 6.6342 27.3425
H 2.207 0.5608 38.6009
H 0.5551 2.1959 38.6009
H 4.881 3.2748 38.6245
H 3.2427 4.9237 38.6245
H 0.535 7.605 38.6072
H 2.1839 5.9671 38.6072
H 3.2898 10.3543 38.6252
H 4.9305 8.708 38.6252
H 7.6344 0.5165 38.6253
H 5.9874 2.1564 38.6253
H 8.721 4.8839 38.6132
H 10.3721 3.2479 38.6132
H 6.0207 7.6466 38.6453
H 7.6509 5.9906 38.6453
H 10.3475 8.6785 38.5838
H 8.7081 10.3262 38.5838
H -0.793 3.5264 6.0091
H 0.8589 1.8912 6.0091
H 1.916 0.8451 5.9895
H 3.5569 -0.8009 5.9895
H 0.8156 7.3172 5.9829
H -0.8234 8.9653 5.9829
H 3.5518 4.6111 6.0088
H 1.897 6.2432 6.0088
H 6.2537 1.8847 5.9818
H 4.619 3.5372 5.9818
H 7.367 0.7763 5.9892
H 9.0122 -0.8654 5.9892
H 4.6498 8.9824 6.0157
H 6.3153 7.361 6.0157
H 7.3855 6.2731 6.0036
H 9.0011 4.6024 6.0036

Results
free energy: -135119.860 eV
free energy less fixed offsets of H -15.71, O -570.45, Si -639.56 eV per atom: 4.380 eV

Forces (eV/angstrom), in the order of the atoms: element, x, y, z
Si -0.0045 0.0344 -0.0061
Si 0.0078 -0.033 -0.0396
Si -0.0059 -0.0031 0.0209
Si 0.0161 -0.0287 -0.0042
Si -0.0228 0.0369 -0.0065
Si 0.0217 -0.0135 0.0448
Si -0.0062 -0.008 0.0196
Si -0.0108 -0.0177 0.0046
Si 0.0107 0.0093 -0.0005
Si 0.0487 0.006 -0.0299
Si -0.0005 0.0029 -0.003
Si -0.0425 -0.0274 0.0067
Si 0.0024 -0.0153 -0.0237
Si 0.0268 0.0279 -0.0601
Si -0.0262 0.0162 -0.0247
Si -0.0065 0.0002 0.012
Si -0.0047 0.0154 0.0083
Si 0.0053 -0.0284 -0.0422
Si 0.0202 -0.0299 -0.0292
Si -0.0088 0.003 -0.0022
Si 0.0047 -0.0402 0.0255
Si -0.0382 0.026 -0.0043
Si 0.0101 0.0203 -0.028
Si 0.0381 0.0075 0.0341
Si 0.0062 -0.0054 0.0086
Si 0.0387 0.0337 -0.0019
Si 0.0269 0.0056 0.0167
Si -0.0103 -0.0093 0.0203
Si 0.0182 -0.0131 -0.0051
Si 0.0236 0.0237 0.0181
Si -0.0022 -0.0065 0.0167
Si -0.0269 -0.0465 -0.0091
Si -0.0022 -0.0004 0.1837
Si -0.0156 -0.0491 0.1851
Si -0.0175 0.0442 0.2051
Si -0.0079 0.0341 0.1822
Si -0.0143 0.0234 0.2325
Si 0.012 0.0348 0.1884
Si -0.0146 0.0258 0.2123
Si 0.0024 0.0328 0.2003
Si -0.0312 0.0154 0.3284
Si -0.2023 0.2508 0.481
Si -0.0692 0.1459 0.2068
Si -0.1287 -0.0221 0.2132
Si -0.0457 0.0554 0.2447
Si -0.0819 -0.033 0.1355
Si -0.1473 0.0684 0.4564
Si -0.0139 0.0928 0.3376
Si 0.0444 -0.1117 -0.2302
Si -0.0907 -0.1305 -0.2867
Si 0.1159 -0.0069 -0.2544
Si 0.2985 -0.1432 -0.3812
Si 0.0905 -0.0372 -0.2521
Si 0.2081 -0.0429 -0.3036
Si 0.0739 -0.1465 -0.3249
Si -0.0725 0.0083 -0.2633
Si 0.0102 -0.0219 -0.215
Si 0.0248 -0.0084 -0.2241
Si 0.0157 0.0137 -0.1756
Si 0.0171 0.0016 -0.2048
Si 0.0095 -0.0429 -0.2105
Si 0.0197 -0.0079 -0.1776
Si 0.0075 -0.0364 -0.2143
Si 0.0027 0.016 -0.2085
Si -0.0286 -0.0413 -0.0261
Si -0.0227 -0.026 -0.0352
Si -0.0043 0.0095 -0.0131
Si -0.0204 -0.0091 0.0281
Si -0.0102 0.0051 0.0008
Si 0.0122 0.0139 -0.03
Si 0.0329 0.0478 0.0181
Si 0.0301 0.0395 0
Si 0.0513 -0.0177 0.0019
Si -0.0476 0.0573 0.0292
Si 0.0222 0.0048 0.0251
Si 0.0043 -0.0116 0.0095
Si 0.0382 -0.0632 0.0111
Si 0.0273 -0.0031 0.0126
Si 0.0235 -0.0651 0.0077
Si 0.0214 -0.0036 -0.0306
Si 0.0198 0.0486 0.0429
Si -0.0083 -0.0071 0.0088
Si -0.0271 -0.0174 0.0192
Si 0.0003 -0.0534 -0.0145
Si -0.0405 -0.0327 0.0651
Si -0.0405 0.0038 -0.0067
Si 0.0126 0.0552 0.0201
Si 0.0183 0.0547 -0.0199
Si -0.0066 0.059 0.0582
Si -0.0106 -0.0059 0.0692
Si -0.0194 0.0222 0.0523
Si 0.0422 -0.011 0.0667
Si -0.0143 0.0099 0.0681
Si 0.0091 -0.0077 0.0307
Si -0.0193 -0.0077 0.065
Si 0.0012 0.0162 0.0419
Si -0.0147 0.0046 0.0634
Si 0.0022 0.0041 0.0588
Si -0.0053 0.0138 0.0755
Si 0.0129 -0.0367 0.047
Si -0.0038 0.0055 0.0674
Si 0.0051 0.0016 0.0761
Si -0.0043 0.0099 0.0481
Si 0.0078 0.0016 0.0621
Si -0.0159 0.0132 0.0342
Si -0.0094 0.0125 0.0748
Si 0.0046 0.0003 0.0467
Si 0.0112 0.0119 0.0476
Si 0.0078 -0.016 0.0523
Si -0.006 0.0047 0.0556
Si 0.0067 -0.006 0.0726
Si 0.018 0.0067 0.0371
Si -0.0013 -0.0056 0.0504
Si -0.0076 0.0011 0.0827
Si 0.0015 0.014 0.0602
Si 0.0073 -0.0108 0.0295
Si -0.0062 0.0024 0.0672
Si 0.0056 0.003 0.047
Si 0.0065 -0.0033 0.0519
Si -0.0054 -0.002 0.055
Si 0.0113 -0.0025 0.0579
Si 0.0006 -0.0031 0.0624
Si -0.005 -0.0162 0.0627
Si -0.0228 -0.0038 0.0499
Si 0.0084 -0.0098 0.052
Si 0.0012 0.0005 0.0582
Si 0.012 0.0013 0.028
Si -0.0014 -0.0048 0.0789
Si 0.0055 0.0068 0.0706
Si -0.0026 0.0035 0.0645
Si -0.0106 0.013 0.0555
Si 0.0015 -0.0021 0.0777
O -0.0109 0.009 -0.074
O -0.0035 0.0108 0.0317
O 0.0066 0.0134 -0.017
O 0.0028 -0.015 -0.0279
O -0.0116 0.0152 -0.0218
O -0.0082 0.0118 -0.0326
O 0.003 -0.0151 -0.0392
O 0.0067 0.0143 -0.0332
O 0.0252 -0.015 -0.0367
O -0.0088 0.0042 -0.0422
O -0.0071 -0.0168 0.0039
O -0.0141 0.0038 -0.0428
O 0.0312 -0.0133 -0.0672
O -0.0119 0.0167 -0.0191
O -0.0233 0.0012 0.0014
O 0.0037 -0.0138 -0.0123
O -0.0001 0.0159 -0.0155
O -0.0139 0.0034 -0.0173
O 0.007 0.0035 -0.0346
O -0.0181 0.0026 -0.0361
O -0.0759 -0.0277 -0.0348
O -0.0099 -0.0056 -0.0228
O -0.0108 0.0022 -0.0358
O -0.0245 0.0024 -0.0439
O 0.0199 -0.0188 -0.0477
O -0.0011 -0.0017 -0.0214
O 0.0113 -0.0154 -0.0009
O 0.0173 0.0033 -0.0396
O 0.0068 -0.0049 -0.0303
O -0.002 0.0049 -0.0493
O -0.0071 -0.0024 0.0071
O 0.0017 0.003 -0.0245
O -0.0084 0.0011 -0.0577
O 0.0163 0.0136 -0.0125
O 0.0096 -0.0007 -0.025
O -0.0175 -0.0014 -0.0288
O 0.0254 -0.0142 -0.0461
O -0.0073 -0.007 -0.0426
O -0.0001 -0.0039 -0.018
O 0.0005 -0.0104 -0.0237
O -0.0069 0.003 -0.0534
O -0.0236 -0.0214 -0.0078
O 0.0058 0.0059 -0.0399
O -0.0083 0.0023 -0.0356
O 0.012 -0.0037 -0.0372
O 0.0102 -0.0006 -0.025
O 0.004 -0.0033 -0.0496
O 0.0026 0.0028 -0.0265
O 0.0105 -0.0049 -0.0246
O -0.0126 -0.0068 -0.0167
O -0.0186 0.0165 -0.0326
O 0.0044 -0.0191 -0.0249
O 0.006 0.0106 -0.0284
O 0.0015 0.0096 -0.0289
O 0.0009 -0.0171 -0.04
O -0.0167 0.004 -0.0325
O 0.0051 0.0077 -0.031
O -0.0026 -0.0091 -0.0337
O 0.0063 0.0105 -0.033
O -0.009 0.0111 -0.0204
O 0.0027 -0.0035 -0.0242
O -0.0021 -0.0057 -0.0135
O 0.0177 -0.0166 -0.0359
O -0.0029 -0.0082 -0.017
O 0.0006 0.0013 -0.0239
O 0.0111 0.0047 -0.0202
O 0.0088 0.013 -0.0512
O 0.0182 -0.0027 -0.0451
O -0.0048 -0.0288 -0.0508
O -0.0072 0.0159 -0.0283
O -0.0072 -0.0112 -0.0329
O -0.0124 0.0136 -0.015
O -0.0052 -0.0073 -0.0181
O 0.0076 0.0048 -0.0179
O -0.012 -0.011 -0.0448
O 0.0164 -0.0085 -0.0342
O 0.0117 0.007 -0.0233
O -0.031 0.005 -0.0311
O -0.0032 -0.0006 -0.0182
O 0.0108 -0.0071 -0.0333
O 0.0175 0.0146 -0.025
O -0.0031 -0.0139 -0.029
O -0.0096 0.0057 -0.0238
O -0.02 -0.0204 0.0208
O 0.0017 -0.0072 -0.025
O 0.0041 0.0133 -0.0277
O -0.0256 -0.0057 -0.0378
O -0.006 -0.0001 -0.0463
H -0.2187 0.3211 -0.2725
H 0.2883 -0.3603 -0.2175
H -0.2623 0.1668 -0.308
H 0.3058 -0.4311 -0.1472
H 0.269 -0.3354 -0.229
H -0.3941 0.2359 -0.2965
H 0.3393 -0.2225 -0.2373
H -0.3394 0.2232 -0.2864
H -0.3744 0.2199 -0.2404
H 0.2149 -0.2668 -0.2586
H 0.2203 -0.3091 -0.2708
H -0.2365 0.3874 -0.2573
H 0.43 -0.1786 -0.1984
H -0.1267 0.391 -0.268
H -0.3474 0.2419 -0.2681
H 0.224 -0.3759 -0.2359
H 0.3173 -0.2209 0.2824
H -0.3734 0.3172 0.2189
H 0.3719 -0.3011 0.2338
H -0.2073 0.306 0.2444
H -0.2767 0.3051 0.2298
H 0.3414 -0.3275 0.2581
H -0.2588 0.3828 0.1795
H 0.2683 -0.2736 0.3075
H -0.2399 0.2417 0.2471
H 0.2933 -0.3012 0.2546
H 0.254 -0.182 0.2992
H -0.3421 0.3834 0.2032
H 0.2681 -0.2422 0.2806
H -0.3062 0.2965 0.2074
H 0.2367 -0.3324 0.2399
H -0.3108 0.2543 0.2485

The program warned: the cutoff lies below the one the program advises for these potential files; the forces do not sum to zero within the program's tolerance; empty levels may hold ghost states of the PAW files; the exchange-correlation potential is rough where the density is thin.
